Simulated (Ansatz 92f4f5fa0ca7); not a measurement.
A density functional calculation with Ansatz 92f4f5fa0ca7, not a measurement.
Periodic cell of 216 atoms, Si133O81H1N1, from a study of silicon, its oxide and their interface. The atomic structure is a simulated model.
Doubt: the cutoff is low for norm-conserving oxygen, so forces and energies are approximate.
Doubt: the program's own warning below bears on the result.

Settings
functional: HSE06
potential files: SPMS norm-conserving
basis: plane waves
wave-function cutoff: 800 eV
density cutoff ratio: 4
exchange-correlation grid ratio: 1
k mesh: 1 x 1 x 1, Gamma-centred
occupations: fixed
spin: none
net charge: 0

Cell vectors (angstrom)
a	10.938	0	0
b	0	10.938	0
c	0	0	31.6146

Atoms: element, x, y, z (angstrom)
Si	0.4559	-0.5284	24.2796
Si	4.6992	0.4904	24.0832
Si	3.1675	2.4158	24.1062
Si	7.7066	3.2064	24.1923
Si	-0.7416	6.2274	24.3455
Si	5.9652	4.9665	24.3994
Si	2.0124	8.5397	24.1933
Si	8.6501	8.1374	24.2532
Si	1.3782	1.4056	25.3335
Si	6.6747	1.3589	25.3047
Si	4.1378	4.0498	25.5691
Si	9.4602	4.2069	25.4052
Si	1.2066	6.8379	25.5736
Si	6.8578	6.9563	25.3571
Si	3.9085	9.5672	25.3323
Si	9.6449	9.6584	25.6777
Si	2.6755	0.0305	26.817
Si	8.1176	0.0848	26.7904
Si	-0.0304	2.7774	26.7281
Si	5.4768	2.6789	26.8874
Si	2.7116	5.4714	26.815
Si	8.1502	5.5573	26.841
Si	-0.0187	8.2227	26.9806
Si	5.4033	8.2558	26.7277
Si	4.1018	1.3673	28.1963
Si	9.5708	1.3673	28.1963
Si	1.3673	4.1018	28.1963
Si	6.8362	4.1018	28.1963
Si	4.1018	6.8362	28.1963
Si	9.5708	6.8362	28.1963
Si	1.3673	9.5708	28.1963
Si	6.8362	9.5708	28.1963
Si	0	0	29.5636
Si	5.469	0	29.5636
Si	2.7345	2.7345	29.5636
Si	8.2035	2.7345	29.5636
Si	0	5.469	29.5636
Si	5.469	5.469	29.5636
Si	2.7345	8.2035	29.5636
Si	8.2035	8.2035	29.5636
Si	1.3673	1.3673	30.9308
Si	6.8362	1.3673	30.9308
Si	4.1018	4.1018	30.9308
Si	9.5708	4.1018	30.9308
Si	1.3673	6.8362	30.9308
Si	6.8362	6.8362	30.9308
Si	4.1018	9.5708	30.9308
Si	9.5708	9.5708	30.9308
Si	2.7345	0	0.6835
Si	8.2035	0	0.6835
Si	0	2.7345	0.6835
Si	5.469	2.7345	0.6835
Si	2.7345	5.469	0.6835
Si	8.2035	5.469	0.6835
Si	0	8.2035	0.6835
Si	5.469	8.2035	0.6835
Si	4.1018	1.3673	2.0507
Si	9.5708	1.3673	2.0507
Si	1.3673	4.1018	2.0507
Si	6.8362	4.1018	2.0507
Si	4.1018	6.8362	2.0507
Si	9.5708	6.8362	2.0507
Si	1.3673	9.5708	2.0507
Si	6.8362	9.5708	2.0507
Si	0	0	3.418
Si	5.469	0	3.418
Si	2.7345	2.7345	3.418
Si	8.2035	2.7345	3.418
Si	0	5.469	3.418
Si	5.469	5.469	3.418
Si	2.7345	8.2035	3.418
Si	8.2035	8.2035	3.418
Si	1.4027	1.3322	4.7346
Si	6.863	1.3363	4.8205
Si	4.2334	4.0128	4.6974
Si	9.6137	4.092	4.7901
Si	1.3961	6.8533	4.9082
Si	6.8099	6.8716	4.698
Si	4.0852	9.5508	4.9033
Si	9.66	9.4584	4.7697
Si	2.633	-0.004	6.2749
Si	8.2775	-0.1026	6.048
Si	0.1504	2.7704	6.1021
Si	5.5659	2.745	6.2316
Si	2.9769	5.4297	6.0268
Si	8.1813	5.5147	5.9995
Si	-0.008	8.2214	6.4429
Si	5.5703	8.1771	6.2301
Si	3.7039	1.7984	7.3559
Si	9.9859	1.0107	7.1678
Si	2.0919	3.6318	7.2128
Si	6.6859	4.4896	7.479
Si	4.7671	6.2608	7.3831
Si	8.9293	7.245	7.3959
Si	0.7124	10.2322	7.6714
Si	7.434	9.0937	7.422
N	7.7784	4.0275	8.8954
O	7.4201	9.3252	9.0793
O	8.5158	6.7148	8.9703
O	0.7864	10.2019	9.3676
O	4.0602	1.3543	8.9317
O	2.001	4.3222	8.723
O	9.2356	1.6297	8.4949
O	4.0996	6.7831	8.8077
O	8.586	9.0208	22.7849
O	8.27	2.8166	22.6624
O	5.1096	5.1857	23.0064
O	8.0904	2.8561	19.9941
O	10.8455	10.502	22.7072
O	-0.4428	6.3248	22.7098
O	1.8516	7.8723	22.635
O	4.6143	-0.0491	22.4928
Si	8.8504	5.2419	9.5995
Si	0.338	10.3314	10.9438
Si	4.3576	7.0713	10.3764
Si	1.9286	9.9825	16.269
Si	-4.6843	6.4403	15.0256
Si	1.9007	3.1803	18.4855
Si	14.2099	6.557	14.3029
Si	5.4376	0.1265	21.0945
Si	3.8338	-0.0736	13.9734
Si	5.3142	0.9858	9.8986
Si	8.0803	2.361	9.358
Si	0.3788	12.6584	16.3862
Si	0.9512	6.6673	21.9378
Si	4.6807	1.7082	18.5713
Si	7.9879	1.8904	21.3464
Si	2.7439	8.8012	12.287
Si	6.8776	3.8724	19.4941
Si	6.171	-4.6488	17.9422
Si	4.2453	2.4701	12.4044
Si	10.3564	2.2765	11.3001
Si	5.1736	5.4597	21.4298
Si	-1.8092	-3.959	14.1993
Si	2.7496	8.7166	18.6656
Si	-4.5004	3.5621	14.2043
Si	2.8901	4.9163	11.8416
Si	11.774	4.4589	9.8227
Si	5.4304	-2.6933	20.1812
Si	10.3806	8.3522	16.573
Si	2.5454	4.0141	21.3596
Si	-1.8279	4.4146	12.6889
Si	8.9618	10.9454	15.3881
Si	10.9695	8.3987	19.6049
Si	6.5325	9.2065	10.4484
Si	-1.4154	10.0463	21.8586
Si	-4.8695	0.8335	15.8376
Si	8.8515	9.5577	12.5298
Si	3.063	5.927	17.4177
O	0.2108	0.9005	11.5758
O	2.8445	5.2445	13.4342
O	8.7611	2.2148	10.8574
O	6.2418	4.8244	15.1957
O	3.9109	4.6841	20.7427
O	2.8274	2.9041	22.5334
O	-9.876	0.2977	16.7902
O	4.1967	5.6673	11.1919
O	5.1794	1.7161	11.3294
O	2.4689	18.1023	18.2758
O	10.2951	3.2638	12.6112
O	5.1787	7.087	21.3029
O	4.5633	0.6484	19.8161
O	3.1867	8.0614	10.9119
O	-4.5376	2.2577	15.1417
O	2.5619	-0.5541	14.8447
O	1.7219	3.3418	20.1139
O	8.7533	5.0999	11.2329
O	5.3131	0.9877	17.2585
O	11.4492	7.0621	20.4205
O	-1.1277	1.3561	15.8052
O	6.5191	7.0109	16.5262
O	1.3684	-1.3683	11.932
O	6.4661	1.3335	21.4364
O	-3.7798	5.0167	18.3298
O	-2.0436	-0.2344	13.7376
O	-1.1645	9.7667	11.1945
O	9.9143	-1.6895	20.4956
O	10.4495	5.1606	9.1938
O	12.4129	5.2861	11.0877
O	-5.5747	10.328	10.1998
O	5.8303	7.7344	10.6026
O	0.537	2.579	17.7925
O	2.2042	4.6195	17.795
O	1.7533	5.2621	22.0166
O	0.9875	8.6519	16.132
O	-4.7924	-1.329	20.7481
O	7.3605	9.4662	11.8447
O	3.0686	3.307	11.6624
O	15.8136	6.9219	14.3019
O	6.5083	4.7763	20.8084
O	-9.7725	13.4971	15.2325
O	-1.2148	16.5134	13.6399
O	-3.4404	-3.9988	14.1272
O	-1.3919	-1.2668	16.1797
O	10.2785	8.0047	18.1692
O	9.4814	8.2147	13.2115
O	3.5582	12.3709	13.4378
O	-3.1234	3.711	13.3634
O	5.6411	2.9576	18.9717
O	3.9757	-2.1645	19.7011
O	6.6999	1.5119	9.2061
O	-3.4531	0.1048	16.0409
O	6.3057	7.5233	19.0112
O	12.3151	9.2994	19.3328
O	2.8552	6.2714	15.8383
O	2.5005	7.7848	13.5466
O	8.8901	0.5346	21.3432
O	-7.8289	9.611	17.3426
O	3.9313	9.8428	12.7098
O	4.6352	5.7243	17.831
O	5.1967	3.5341	13.1684
O	3.179	2.1997	18.1994
O	11.2938	2.9546	10.1721
O	5.1963	-0.1155	14.8435
O	-1.1738	7.1231	15.6953
H	-10.2356	13.6594	14.3926

Results
free energy: -51647.195 eV
free energy less fixed offsets of H -15.86, N -279.42, O -447.96, Si -113.29 eV per atom: 0.415 eV
gap between the highest filled and lowest empty level on this k mesh: 1.421 eV

The program warned: the cutoff lies below the one the program advises for these potential files; the forces do not sum to zero within the program's tolerance; the potential files have known limits; the exchange-correlation potential is rough where the density is thin.
